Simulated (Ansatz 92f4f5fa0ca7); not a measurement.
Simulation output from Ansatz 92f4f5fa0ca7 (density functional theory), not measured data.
Periodic cell of 280 atoms, Si216O64, from a study of silicon, its oxide and their interface. The atomic structure is a simulated model.

Settings: functional r2SCAN; potential files Ansatz norm-conserving; basis plane waves; wave-function cutoff 1300 eV; density cutoff ratio 4; exchange-correlation grid ratio 1; k mesh 2 x 2 x 1, shifted by 0.5 0.5 0.5 of a step; self-consistency stop 5e-08 eV per atom in the density residual; occupations Fermi-Dirac, 0.05 eV; spin none; net charge 0.

Cell vectors (angstrom)
a, 10.888, 0, 0
b, 0, 10.888, 0
c, 0.0192, 0.2196, 43.1918

Atoms and the computed forces on them: element, x, y, z (angstrom), force x, y, z (eV/angstrom)
Si, 0.3734, -0.1959, 0.0653, 0.0425, -0.0576, -0.0256
Si, 2.0079, 3.076, 0.0598, 0.0209, 0.0008, -0.0049
Si, 0.1736, 4.7527, 0.1856, 0.1006, 0.0595, 0.0153
Si, 1.8812, 8.9657, -0.7232, 0.0017, 0.0141, -0.0132
Si, 5.9398, -0.0857, -0.0511, -0.0219, 0.0021, 0.0766
Si, 7.8937, 3.0916, 0.2379, -0.0043, 0.0196, 0.1208
Si, 5.6273, 5.2246, 0.2831, 0.0216, -0.0295, 0.086
Si, 8.1155, 8.4517, -0.1298, -0.0376, 0.0144, 0.0382
Si, 1.3553, 1.3497, 1.5247, -0.0028, 0.0861, 0.0564
Si, 3.925, 3.9812, 1.2875, 0.0164, -0.0032, 0.0262
Si, 1.1188, 6.6313, 1.2079, -0.0749, -0.0834, -0.0545
Si, 4.2157, 9.766, 1.1698, 0.0716, 0.0599, -0.0538
Si, 6.8749, 1.4101, 1.4261, 0.0206, -0.0039, -0.0461
Si, 9.4756, 4.005, 1.6716, 0.0032, 0.0002, -0.0093
Si, 6.9491, 6.8452, 1.3104, 0.002, 0.0069, 0.0283
Si, 9.6108, 9.5547, 1.3057, -0.0135, 0.0232, 0.0219
Si, -0.0482, 2.6108, 2.9191, -0.0191, -0.0418, 0.012
Si, 2.8278, 0.0172, 2.7328, -0.0401, -0.0207, 0.0099
Si, -0.0257, 8.1054, 2.6815, 0.0545, 0.0398, -0.044
Si, 2.6852, 5.4728, 2.6253, -0.0557, -0.0196, 0.0198
Si, 5.3457, 2.6815, 2.7022, 0.0234, -0.0014, -0.0262
Si, 8.2411, 0.006, 2.7233, -0.0129, -0.0061, -0.0066
Si, 5.4436, 8.2029, 2.5646, 0.0224, 0.026, 0.0242
Si, 8.1826, 5.5368, 2.8314, 0.0272, -0.001, -0.0049
Si, 1.3593, 4.1097, 4.077, -0.028, -0.0198, -0.011
Si, 4.1047, 1.3509, 4.1595, 0.0216, -0.0099, 0.0063
Si, 1.3961, 9.4861, 4.0052, -0.0069, 0.0132, 0.0159
Si, 4.0911, 6.8204, 3.9832, 0.034, -0.0057, -0.0476
Si, 6.7426, 4.0956, 4.044, 0.0281, -0.0224, 0.0037
Si, 9.5007, 1.28, 4.2294, -0.0105, 0.0152, 0.0309
Si, 6.7941, 9.5302, 4.0116, 0.0017, 0.0306, -0.0087
Si, 9.5429, 6.8517, 4.1717, -0.0393, -0.0039, 0.0086
Si, 0.0424, -0.079, 5.4664, -0.0105, 0, -0.0183
Si, 2.7155, 2.7426, 5.4527, -0.0022, -0.0002, -0.0064
Si, 0.0126, 5.4473, 5.4709, 0.0108, -0.0054, 0.0052
Si, 2.7398, 8.148, 5.3968, -0.0132, 0.0085, 0.0086
Si, 5.4802, -0.0195, 5.4555, 0.0015, 0.0036, 0.0136
Si, 8.1117, 2.7282, 5.4478, -0.0132, 0.0013, -0.008
Si, 5.4097, 5.4602, 5.4112, 0.0106, -0.0133, -0.018
Si, 8.1375, 8.2061, 5.4537, 0.0104, -0.0018, 0.0061
Si, 1.3666, 1.3495, 6.8003, -0.0119, -0.0024, -0.0126
Si, 4.0784, 4.0968, 6.807, 0.0032, 0.0048, -0.0028
Si, 1.3852, 6.8084, 6.8039, -0.0005, -0.0165, 0.0048
Si, 4.0864, 9.5085, 6.7846, 0.0277, 0.0065, 0.004
Si, 6.799, 1.3598, 6.8317, -0.0048, 0.001, 0.0001
Si, 9.5103, 4.0785, 6.796, -0.016, 0.0088, -0.0016
Si, 6.7872, 6.805, 6.785, 0.0038, 0.0025, -0.0007
Si, 9.5299, 9.5104, 6.8339, -0.0035, 0.0123, -0.0068
Si, -0.0048, 2.7416, 24.5103, -0.0006, -0.0027, 0.0006
Si, 2.7413, -0.0095, 24.48, 0.0012, -0.0104, -0.0011
Si, 0.01, 8.1699, 24.4994, -0.0051, 0.0036, 0.0011
Si, 2.7055, 5.4595, 24.4924, 0.0016, 0.0029, 0.0051
Si, 5.449, 2.7156, 24.5025, -0.0039, -0.0018, 0.0001
Si, 8.157, 0.0258, 24.4936, -0.0074, -0.0013, 0.0003
Si, 5.4363, 8.1717, 24.5142, 0.0043, -0.0101, 0.0017
Si, 8.1757, 5.4382, 24.4874, -0.0001, -0.0003, 0.0029
Si, 1.3584, 4.1085, 25.8735, -0.009, -0.0055, -0.0049
Si, 4.0756, 1.3526, 25.8568, 0.0052, -0.001, -0.0065
Si, 1.4004, 9.5185, 25.8503, 0.0002, 0.0037, -0.0099
Si, 4.0563, 6.8071, 25.8692, 0.0092, 0.0051, -0.0079
Si, 6.8226, 4.076, 25.8515, -0.0001, 0.0046, 0.0003
Si, 9.5186, 1.3769, 25.8656, 0.0006, 0.0063, -0.0067
Si, 6.7886, 9.5669, 25.8556, 0.0015, -0.0065, -0.0045
Si, 9.5351, 6.7973, 25.8466, -0.0003, 0.0051, -0.004
Si, 0.0554, 0.0257, 27.1628, 0.0061, -0.0037, 0.0001
Si, 2.7201, 2.7225, 27.2053, -0.007, 0.0026, -0.0002
Si, 0.0052, 5.4695, 27.2533, 0.0008, 0.0068, 0.008
Si, 2.7197, 8.1642, 27.276, 0.0025, -0.005, 0.0079
Si, 5.4121, 0.0075, 27.2549, 0.0006, -0.0007, 0.0033
Si, 8.1654, 2.7328, 27.255, 0.008, -0.0115, 0.0092
Si, 5.4217, 5.4134, 27.1783, -0.0046, -0.0002, 0.0066
Si, 8.1761, 8.1938, 27.1537, -0.0109, 0.0065, 0.0089
Si, 1.3485, 1.3987, 28.5833, -0.0002, -0.0068, -0.0166
Si, 4.1072, 4.0213, 28.5787, 0.005, 0.0062, -0.0222
Si, 1.3675, 6.8005, 28.6656, -0.0096, -0.0076, 0.0004
Si, 4.0504, 9.5474, 28.6584, -0.0119, 0.0103, -0.0042
Si, 6.7751, 1.3723, 28.6051, 0.0036, 0.0044, -0.0035
Si, 9.5424, 4.1029, 28.6128, -0.0144, 0.0001, -0.0079
Si, 6.7435, 6.8587, 28.4486, 0.0131, -0.0182, -0.0124
Si, 9.625, 9.5132, 28.4665, -0.0078, -0.0039, -0.0199
Si, 0.0132, 2.7516, 30.0129, 0.0035, 0.0002, -0.011
Si, 2.6696, 0.0484, 30.0054, 0.0097, -0.0067, 0.011
Si, 0.0127, 8.2156, 29.9959, -0.0084, -0.008, 0.003
Si, 2.7379, 5.3541, 29.9481, 0.0025, -0.007, 0.0071
Si, 5.4181, 2.6731, 30.0559, -0.0102, 0.0046, -0.0157
Si, 8.2459, -0.0269, 29.756, 0.0012, -0.0009, -0.0093
Si, 5.4239, 8.1345, 29.9432, 0.0112, -0.0088, 0.005
Si, 8.0938, 5.5249, 29.7861, -0.0121, 0.0008, -0.0022
Si, 1.666, 3.8041, 31.3766, -0.0138, -0.0315, -0.0702
Si, 3.8387, 1.507, 31.4462, 0.0033, 0.0161, -0.1086
Si, 1.024, 9.9046, 31.3411, -0.0181, -0.0172, -0.0703
Si, 4.2764, 6.517, 31.2497, 0.0257, 0.0002, -0.0591
Si, 6.5659, 4.4087, 31.1466, -0.0015, 0.0081, -0.0622
Si, 9.6339, 1.1715, 31.2056, 0.0335, -0.0014, -0.0337
Si, 7.1472, 9.2836, 31.0392, 0.0197, -0.0337, -0.0526
Si, 9.2345, 7.039, 31.1442, 0.0114, 0.0043, -0.0726
Si, -20.789, -15.5357, 38.0924, -0.0223, -0.0109, 0.0059
Si, 6.0976, -10.5933, 36.1963, 0.0186, 0.0115, -0.0198
Si, -4.2267, 3.0281, 35.9298, 0.0148, -0.0084, -0.0363
Si, 30.7833, -4.0089, 37.9262, 0.003, 0.0076, -0.0004
Si, 13.2813, 14.555, 36.9413, -0.0063, 0.0358, -0.015
Si, -6.0107, 6.3609, 40.6989, 0.0353, -0.0241, 0.0566
Si, 8.6225, -1.7179, 40.0567, -0.0317, -0.0313, 0.053
Si, -11.1787, 11.2901, 38.8119, -0.0145, 0.0105, 0.0307
Si, 4.4747, 4.5171, 38.6429, -0.0271, -0.0019, -0.0185
Si, -28.1271, 16.189, 35.9136, -0.0007, 0.0145, -0.0289
Si, 25.6949, -14.0469, 34.017, -0.0114, -0.0107, -0.0875
Si, 10.61, -5.6855, 33.3857, -0.0056, -0.0098, -0.0852
Si, -6.8858, -11.4202, 38.0503, 0.0294, -0.021, 0.0098
Si, 22.48, 1.9647, 40.9845, 0.0379, 0.0399, 0.0966
Si, -19.0207, 8.1905, 39.7069, -0.0159, -0.0139, 0.0238
Si, 10.7996, -25.3305, 35.6538, -0.0088, -0.0181, -0.0474
Si, -31.156, 9.4151, 34.413, -0.0132, -0.021, -0.1093
Si, -15.5991, 32.995, 40.1088, 0.0416, -0.0034, 0.0981
Si, -2.9938, 23.3584, 38.0324, -0.0171, 0.0077, 0.0246
Si, 1.6477, 11.6192, 36.5927, -0.017, -0.0325, -0.0243
Si, -14.6102, 5.1621, 39.2466, 0.0648, -0.0309, 0.0312
Si, 16.3636, -11.3452, 33.3166, 0.005, 0.0394, -0.1098
Si, 19.2702, -18.7117, 33.3531, 0.0105, 0.0047, -0.0738
Si, -1.4042, 14.9044, 41.108, -0.0048, 0.0181, 0.0684
O, 9.8585, -15.5406, 32.4045, 0.0233, -0.0257, 0.0667
O, -12.8845, 1.7709, 32.5298, -0.0206, 0.0063, 0.0496
O, -9.1814, 10.8462, 35.1569, 0.0003, 0.027, 0.043
O, 15.0697, 7.7486, 40.3188, -0.0182, -0.0075, 0.016
O, -6.0148, 6.2375, 42.2879, -0.0027, 0.0154, -0.0685
O, 11.9332, 7.2196, 36.8044, 0.0237, -0.0113, 0.0195
O, -3.9716, 9.7303, 42.8868, 0.0336, -0.0267, 0.0029
O, -4.2852, 32.0486, 32.1951, -0.0072, 0.0206, 0.0612
O, 26.6241, -12.8006, 33.5959, -0.0128, -0.0174, 0.0349
O, -15.0268, 15.2469, 42.9167, -0.0521, 0.0284, -0.0121
O, -2.1788, 2.9482, 42.0612, 0.0423, -0.0418, -0.0254
O, 10.204, 5.2046, 41.9715, -0.0497, 0.0033, -0.0509
O, 2.6689, 8.3573, 34.8115, -0.0002, 0.0039, 0.0411
O, 16.4526, 12.7322, 36.2082, -0.0083, 0.0008, 0.0068
O, -11.8538, -0.8097, 39.6581, 0.0334, 0.0093, -0.023
O, 3.2012, 4.372, 35.6956, -0.0066, -0.0064, 0.0151
O, 1.6283, 20.4232, 32.8056, 0.001, 0.0136, 0.1116
O, -3.6546, -11.7831, 40.0663, 0.0111, 0.0032, -0.0273
O, 3.0995, -1.8176, 38.4026, -0.0013, 0.0146, -0.0153
O, 13.8819, 0.5516, 37.4449, 0.0075, 0.0171, 0.0091
O, -9.0074, 6.9073, 39.2579, 0.0054, -0.0095, -0.0105
O, -6.8821, 5.1428, 40.0546, 0.0121, -0.0055, -0.0108
O, 3.5209, 7.0218, 32.6093, -0.002, 0.0053, 0.0733
O, -0.1985, 14.0771, 40.4477, 0.0255, -0.004, -0.0337
O, 14.4068, 3.3351, 38.0982, 0.0148, 0.0102, -0.0011
O, 5.4407, 5.4578, 31.7117, -0.003, 0.0027, 0.0407
O, 18.3813, 11.2213, 37.0393, 0.0015, 0.0055, 0.0035
O, -9.848, 26.3549, 32.6745, -0.0214, 0.0313, 0.0653
O, 7.7734, 5.8399, 37.9113, -0.0126, 0.0073, -0.0064
O, -10.9961, 33.6623, 42.0183, -0.0235, 0.0577, -0.0571
O, -0.5598, 17.071, 38.5701, 0.0257, 0.0101, -0.0095
O, -15.8905, -6.4709, 35.6872, -0.0064, -0.0028, 0.009
O, -0.1524, -10.8043, 31.7234, -0.0073, 0.0088, 0.0514
O, -14.2243, 13.513, 34.6468, -0.0248, -0.0104, 0.0558
O, 2.0261, -8.3153, 41.7325, -0.0112, -0.0438, -0.1077
O, 4.788, -0.0345, 39.3671, -0.0254, 0.0052, -0.0401
O, 4.4765, -5.1859, 37.499, -0.0011, -0.0151, -0.0036
O, 4.4279, 22.4584, 32.7623, 0.0231, -0.0386, 0.0951
O, 6.2691, -10.9487, 34.6494, 0.0149, -0.0019, 0.0498
O, -10.7821, -2.1735, 34.8353, 0.0056, 0.006, 0.0306
O, -13.2323, -2.8078, 38.8847, 0.0074, -0.0025, -0.0086
O, -13.3654, -6.3365, 40.0544, -0.0549, 0.0264, -0.0416
O, 20.5267, -17.7972, 33.7793, 0.0052, -0.0004, 0.0323
O, 12.3034, 15.6355, 37.6523, 0.0046, -0.0086, 0.0093
O, 14.2776, 20.3264, 43.0611, -0.1144, -0.0573, 0.0585
O, 13.637, -8.2205, 31.9115, 0.001, -0.0023, 0.0516
O, 1.5195, 29.4966, 43.0556, -0.0014, 0.0094, 0.0814
O, -4.4837, -4.6045, 40.1554, -0.0344, 0.0118, -0.0124
O, -13.0059, -13.2875, 41.5453, 0.0408, 0.0115, -0.1007
O, 12.4549, -19.4156, 36.4451, 0.0085, 0.0036, 0.0062
O, -10.4969, -21.7208, 37.3819, 0.0092, -0.0087, 0.0014
O, 27.795, -6.805, 38.8574, -0.013, 0.0017, 0.0114
O, 10.9862, 6.0343, 34.7075, 0.0036, 0.0158, 0.0394
O, -12.4206, 7.3353, 36.4061, -0.011, -0.0005, 0.0151
O, -3.9695, -9.3443, 39.3321, -0.0087, 0.0081, -0.0239
O, 8.1673, -2.7217, 31.6902, -0.0188, 0.0058, 0.0285
O, -8.9113, 9.0515, 40.8461, -0.021, 0.0197, -0.048
O, 7.7051, 2.9541, 37.1834, -0.0039, 0.008, 0.0141
O, -6.2951, -4.2809, 34.974, 0.0066, -0.0141, 0.013
O, 15.9863, -22.5543, 36.8759, -0.0272, 0.0015, 0.0159
O, -3.5073, 3.9272, 32.4505, 0.0055, -0.0127, 0.0593
O, 5.7574, 11.6259, 41.6276, -0.0194, 0.0093, -0.0627
O, -9.9526, 11.9471, 39.6666, 0.0067, -0.0355, -0.0223
O, -1.4687, -42.0853, 38.5089, 0.0113, -0.0027, -0.0044
Si, -0.0118, 2.7089, 8.153, -0.0005, -0.003, 0.0016
Si, 2.7327, -0.008, 8.1558, 0.0062, 0.0031, -0.0021
Si, 0.0063, 8.1464, 8.1754, -0.0164, -0.0026, 0.001
Si, 2.7257, 5.4464, 8.1768, -0.0075, 0.0021, 0.0018
Si, 5.4311, 2.7257, 8.172, 0.0106, -0.0076, -0.001
Si, 8.1779, 0.0061, 8.18, 0.0206, 0.0169, 0.0017
Si, 5.438, 8.1566, 8.1634, -0.0106, 0.0053, -0.0039
Si, 8.1552, 5.4469, 8.1532, 0.0027, -0.0076, 0.0036
Si, 1.353, 4.0745, 9.5161, 0.0017, 0.0082, 0.001
Si, 4.0789, 1.3554, 9.5287, -0.0002, 0.0108, -0.0008
Si, 1.3645, 9.5253, 9.5226, -0.0108, 0.0053, -0.003
Si, 4.0843, 6.804, 9.5369, 0.0079, -0.007, 0.0025
Si, 6.8027, 4.0844, 9.5239, -0.0024, -0.0017, 0.0048
Si, 9.5314, 1.3628, 9.5398, -0.0142, -0.0019, 0.0037
Si, 6.8046, 9.5222, 9.521, 0.0035, 0.0001, -0.0041
Si, 9.5235, 6.7917, 9.5273, 0.0134, -0.0063, -0.0008
Si, 0.0055, -0.0036, 10.8903, 0.0055, 0.0091, 0.0015
Si, 2.7153, 2.7178, 10.8845, -0.0073, -0.0083, -0.0002
Si, -0.0028, 5.4333, 10.8865, -0.0148, -0.0107, 0.0019
Si, 2.7213, 8.1666, 10.8906, 0.0008, -0.0011, -0.004
Si, 5.4454, -0.0038, 10.8858, 0.0061, 0.0058, -0.0031
Si, 8.1638, 2.7249, 10.8893, 0.0088, 0.0066, 0.0036
Si, 5.4455, 5.4419, 10.8924, 0.0013, 0.0002, 0.0007
Si, 8.1659, 8.1618, 10.8848, 0.0006, 0.0059, -0.0025
Si, 1.3614, 1.359, 12.2528, -0.0038, 0.0004, 0.003
Si, 4.0797, 4.0791, 12.2463, 0.0021, 0.0016, -0.0011
Si, 1.3582, 6.8009, 12.245, -0.0018, 0.0024, -0.0026
Si, 4.084, 9.5264, 12.2502, -0.0039, 0.0025, -0.0032
Si, 6.8041, 1.3593, 12.2469, 0.002, 0.0022, 0.0008
Si, 9.5255, 4.0804, 12.253, 0.0007, -0.0021, 0.0045
Si, 6.8062, 6.804, 12.2514, 0.0025, -0.0051, -0.0016
Si, 9.5271, 9.5237, 12.2466, 0.0001, 0.0003, -0.0002
Si, -0.001, 2.7199, 13.6125, -0.0051, -0.0008, 0.0024
Si, 2.7242, -0.0009, 13.6119, 0.0025, 0.0039, -0.0014
Si, -0.0003, 8.1629, 13.6083, -0.0011, -0.0021, -0.0002
Si, 2.7206, 5.4427, 13.6078, -0.0016, -0.0006, -0.0013
Si, 5.4425, 2.7198, 13.6083, -0.0006, -0.0042, -0.0001
Si, 8.1664, -0.0009, 13.6076, 0.0006, 0.0042, 0.0005
Si, 5.4442, 8.1654, 13.6112, 0.0023, 0.0038, -0.001
Si, 8.1668, 5.4437, 13.6125, 0.0051, 0.0006, 0
Si, 1.3602, 4.0836, 14.9713, -0.0017, -0.0015, -0.0003
Si, 4.084, 1.3604, 14.9725, -0.0013, -0.0004, 0.0002
Si, 1.3615, 9.5249, 14.9694, 0, 0.0015, -0.0002
Si, 4.0813, 6.8043, 14.9701, 0.0011, -0.0021, -0.0013
Si, 6.8041, 4.0815, 14.9698, -0.0007, 0.0032, -0.0007
Si, 9.5254, 1.3597, 14.9718, 0.0034, 0.0002, 0.0014
Si, 6.8051, 9.5283, 14.9708, 0.0003, -0.0016, -0.0009
Si, 9.5278, 6.8047, 14.9723, -0.0033, 0.0002, 0.0012
Si, 0.0011, -0.0005, 16.3297, -0.0015, -0.0012, -0.0003
Si, 2.7225, 2.7229, 16.3307, 0.0009, 0.0004, -0.0001
Si, 0.0005, 5.445, 16.3344, 0.0009, 0.0014, -0.0001
Si, 2.7221, 8.166, 16.3333, -0.002, 0.0017, 0.0002
Si, 5.445, 0.0009, 16.3343, -0.0002, 0.0021, 0.001
Si, 8.1654, 2.7225, 16.3333, -0.0015, -0.002, 0.0002
Si, 5.4437, 5.4438, 16.3297, 0.0005, -0.0007, -0.0007
Si, 8.1668, 8.1675, 16.3305, 0.0013, 0.0004, 0.001
Si, 1.3608, 1.3625, 17.6903, 0.0001, -0.0003, -0.0003
Si, 4.0836, 4.0835, 17.6912, -0.0015, 0.0002, 0.0005
Si, 1.3609, 6.8068, 17.6963, -0.0009, -0.0014, 0.0013
Si, 4.0828, 9.5283, 17.6951, 0.0018, -0.0012, -0.0001
Si, 6.8047, 1.363, 17.6962, 0.0014, -0.0019, 0.0003
Si, 9.5263, 4.0848, 17.695, -0.0002, 0.0018, 0.0007
Si, 6.8042, 6.8068, 17.6891, 0.0006, 0.001, -0.0019
Si, 9.5287, 9.5281, 17.6907, -0.0012, 0.0011, -0.0003
Si, 0.0021, 2.7233, 19.0536, 0.0009, -0.005, -0.0007
Si, 2.7209, 0.0044, 19.0539, -0.0048, 0.0043, 0.0002
Si, -0.0006, 8.1706, 19.0563, -0.0057, 0.0035, -0.0008
Si, 2.7246, 5.444, 19.053, 0.0044, -0.0033, -0.0001
Si, 5.4429, 2.7257, 19.0565, -0.0015, 0.0038, 0.0006
Si, 8.1698, 0.001, 19.052, 0.0047, -0.0056, -0.0025
Si, 5.4462, 8.1664, 19.0536, 0.0047, -0.0034, 0.0002
Si, 8.1639, 5.4495, 19.0529, -0.0047, 0.0038, -0.0027
Si, 1.365, 4.0832, 20.4145, -0.0034, 0.0055, 0.0028
Si, 4.0801, 1.3654, 20.4172, 0.0021, -0.0053, 0.0034
Si, 1.3587, 9.5352, 20.4169, 0.003, -0.005, 0.003
Si, 4.0856, 6.8042, 20.4138, -0.0034, 0.0022, 0.001
Si, 6.8023, 4.0917, 20.4154, 0.008, -0.0002, -0.0007
Si, 9.5292, 1.3621, 20.4137, -0.0076, -0.0013, 0.0005
Si, 6.8112, 9.5269, 20.4121, -0.001, 0.0069, -0.0025
Si, 9.5225, 6.8116, 20.4155, -0.0008, -0.0053, -0.0011
Si, -0.0013, 0.0069, 21.7848, -0.0045, 0.0072, -0.0004
Si, 2.7219, 2.7256, 21.7859, -0.001, -0.0008, 0.0047
Si, -0.0001, 5.4483, 21.7656, -0.0038, 0.0039, -0.003
Si, 2.7238, 8.1691, 21.7669, 0.0033, -0.0015, -0.001
Si, 5.4494, 0.0012, 21.7659, 0.0097, -0.0127, -0.0033
Si, 8.1673, 2.7283, 21.7665, -0.0012, 0.0006, -0.0044
Si, 5.4432, 5.4487, 21.7855, 0.0013, -0.0009, -0.0009
Si, 8.1658, 8.1712, 21.7864, -0.0004, 0.0015, -0.0054
Si, 1.3585, 1.3671, 23.1513, -0.0045, -0.0079, 0.0075
Si, 4.0821, 4.0883, 23.1505, 0.0088, 0.0052, 0.0057
Si, 1.356, 6.8134, 23.1225, -0.0041, -0.0047, 0.003
Si, 4.0952, 9.5218, 23.1223, -0.0007, 0.0123, 0.0025
Si, 6.8027, 1.3713, 23.1222, 0.0031, 0.0026, -0.0009
Si, 9.5323, 4.0849, 23.1246, -0.0004, -0.0025, 0.0014
Si, 6.803, 6.8112, 23.15, 0.001, 0.0033, -0.0003
Si, 9.5251, 9.536, 23.1498, -0.002, -0.0084, 0.0014

Results
free energy: -55243.758 eV
free energy less fixed offsets of O -463.61, Si -117.95 eV per atom: -95.518 eV
pressure: 0.08 GPa
stress xx, yy, zz, yz, xz, xy (GPa, positive in tension): -0.17, -0.07, 0, 0, 0, -0.13

The program warned: the forces do not sum to zero within the program's tolerance.
